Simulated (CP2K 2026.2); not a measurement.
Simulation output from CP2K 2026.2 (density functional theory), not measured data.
Periodic cell of 504 atoms, Si360O144, from a study of silicon, its oxide and their interface. The atomic structure is a simulated model.
Doubt: the forces sum to 2.14 eV/angstrom along one axis rather than to zero, so they err by at least 0.0042 eV/angstrom per atom on average; the grid cutoff is modest.

Settings: functional PBE; method Gaussian and plane waves; basis set DZVP-MOLOPT-SR-GTH; pseudopotentials GTH-PBE; grid cutoff 350 Ry, relative cutoff 50 Ry; k points Gamma only; occupations fixed; spin none; net charge 0.

Cell vectors (angstrom)
a	16.32	0	0
b	0	16.32	0
c	0.543	-5.0768	33.443

Atoms and the computed forces on them: element, x, y, z (angstrom), force x, y, z (eV/angstrom)
Si	2.163	9.677	33.418	-0.178	0.092	0.712
Si	4.36	1.132	0.086	-0.129	0.133	0.756
Si	1.796	-0.664	33.399	0.046	-0.236	0.683
Si	4.275	6.602	0.195	-0.094	0.173	0.741
Si	1.059	9.671	0.023	0.271	-0.085	0.668
Si	4.356	7.437	33.383	0.095	-0.2	0.725
Si	6.465	15.197	0.277	0.089	0.043	0.705
Si	9.808	0.969	0.076	-0.249	0.286	0.721
Si	7.034	-0.724	33.386	0.256	-0.208	0.719
Si	9.754	2.019	33.354	0.256	-0.158	0.755
Si	6.966	9.323	0.022	-0.161	0.2	0.724
Si	10.291	6.943	33.402	-0.138	0.173	0.734
Si	12.045	15.04	0.189	0.302	-0.124	0.714
Si	14.733	1.666	0.07	0.116	-0.218	0.715
Si	12.421	3.772	0.23	-0.008	0.153	0.666
Si	15.254	6.539	0.009	-0.126	0.048	0.702
Si	12.098	9.962	0.134	-0.064	-0.231	0.656
Si	15.213	11.937	0.169	-0.03	0.198	0.765
Si	2.738	-0.012	1.344	0.015	-0.024	-0.058
Si	5.474	2.747	1.359	0.001	0.002	-0.046
Si	2.708	5.456	1.466	-0.009	0.008	-0.047
Si	5.462	8.183	1.407	0.02	-0.005	-0.037
Si	2.696	10.879	1.251	-0.018	0.007	-0.049
Si	5.288	13.598	1.449	-0.014	-0.005	-0.039
Si	8.146	0.005	1.438	0.011	0.005	-0.041
Si	10.865	2.584	1.446	-0.003	-0.024	-0.013
Si	8.164	5.435	1.221	0.001	0.003	-0.062
Si	10.873	8.224	1.213	-0.009	0.008	-0.064
Si	8.164	10.888	1.294	0.008	-0.004	-0.046
Si	10.82	13.537	1.445	0.006	-0.026	-0.044
Si	13.648	-0.014	1.352	0.003	0.013	-0.038
Si	0.055	2.808	1.281	-0.004	0.016	-0.046
Si	13.634	5.436	1.331	0.008	0.005	-0.045
Si	16.3	8.12	1.403	-0.017	0.004	-0.038
Si	13.608	10.962	1.571	0.02	-0.011	-0.035
Si	0.078	13.584	1.341	-0.002	-0.01	-0.065
Si	1.361	1.384	2.648	0	0.004	0.002
Si	4.066	4.036	2.746	0.005	0.001	0.019
Si	1.372	6.841	2.792	0.001	-0.004	0.014
Si	4.061	9.56	2.674	-0.015	-0.005	0.004
Si	1.391	12.212	2.725	0.009	-0.002	0.031
Si	4.004	14.972	2.818	-0.004	0.009	0.044
Si	6.836	1.43	2.758	-0.016	-0.015	0.029
Si	9.499	4.075	2.644	0.003	0.008	0.024
Si	6.839	6.773	2.7	-0.002	-0.017	0.035
Si	9.532	9.531	2.682	-0.009	0.009	0.02
Si	6.776	12.236	2.668	0.012	0.002	0.001
Si	9.466	14.914	2.78	0.003	0.006	0.028
Si	12.259	1.266	2.791	0.008	-0.023	0.028
Si	14.998	4.099	2.72	-0.001	-0.019	0.042
Si	12.226	6.839	2.607	0.01	0.005	0.007
Si	14.927	9.458	2.784	0.014	0.009	0.022
Si	12.236	12.309	2.86	-0.016	0.017	0.02
Si	15.017	14.953	2.688	-0.017	-0.018	0.007
Si	16.34	0.019	4.046	0.02	-0.011	-0.014
Si	2.706	2.689	4.085	0.003	0.002	0.008
Si	16.322	5.452	4.11	-0.015	0.004	-0.006
Si	2.743	8.208	4.095	-0.008	0.004	0.003
Si	16.325	10.858	4.08	-0.007	0.022	-0.024
Si	2.685	13.579	4.145	-0.001	-0.004	-0.007
Si	5.443	0.028	4.083	0.002	-0.016	-0.013
Si	8.178	2.773	4.103	0.009	-0.01	0.015
Si	5.448	5.432	4.063	0.004	0.017	-0.017
Si	8.184	8.155	4.055	0.016	-0.002	-0.013
Si	5.436	10.882	4.052	0	0.012	-0.011
Si	8.103	13.565	4.101	0.002	-0.003	0.022
Si	10.87	-0.059	4.124	0.008	0.008	0.003
Si	13.622	2.713	4.069	0.005	0	-0.017
Si	10.884	5.451	3.985	-0.003	-0.005	0.006
Si	13.549	8.12	4.095	-0.006	0	0.009
Si	10.866	10.87	4.106	-0.009	-0.026	-0.014
Si	13.638	13.666	4.126	-0.011	0.012	-0.001
Si	1.36	-1.34	16.346	0.004	-0.003	-0.007
Si	4.098	1.36	16.34	-0.01	0.002	-0.005
Si	1.357	4.033	16.297	0.005	-0.007	-0.012
Si	4.063	6.785	16.269	-0.002	0.024	-0.011
Si	1.372	9.532	16.29	0.002	-0.012	-0.003
Si	4.092	12.277	16.313	0.006	0.005	-0.008
Si	6.796	-1.35	16.347	-0.003	-0.005	-0.01
Si	9.52	1.354	16.37	0.01	-0.001	-0.003
Si	6.806	4.033	16.343	-0.011	0.005	0.003
Si	9.539	6.774	16.292	0.003	-0.014	-0.015
Si	6.811	9.531	16.287	0.003	0	-0.009
Si	9.495	12.246	16.312	-0.002	0.011	-0.022
Si	12.232	-1.356	16.366	0.005	-0.005	-0.001
Si	14.981	1.357	16.322	0.007	-0.001	-0.012
Si	12.221	4.077	16.321	-0.005	0.002	-0.012
Si	14.935	6.793	16.284	0.004	-0.007	-0.009
Si	12.231	9.524	16.305	-0.009	0.009	-0.002
Si	14.961	12.281	16.305	0.009	-0.014	-0.011
Si	2.725	0.028	17.702	-0.019	-0.015	0.015
Si	5.46	2.678	17.75	0.004	-0.001	0.006
Si	2.746	5.372	17.614	-0.009	-0.002	-0.014
Si	5.413	8.174	17.584	-0.002	-0.01	0
Si	2.701	10.941	17.642	-0.003	0.001	-0.002
Si	5.46	13.598	17.715	-0.001	0.005	0.004
Si	8.136	0.008	17.734	-0.008	-0.017	-0.01
Si	10.886	2.726	17.72	0.001	0.011	0.018
Si	8.219	5.379	17.65	-0.003	-0.014	0.017
Si	10.876	8.143	17.656	0.006	0.006	-0.002
Si	8.155	10.881	17.681	-0.02	0.004	0.003
Si	10.805	13.618	17.693	0.008	-0.003	0.001
Si	13.658	-0.01	17.696	0.004	0.004	-0.025
Si	16.323	2.71	17.706	0.013	0.005	0.016
Si	13.568	5.453	17.664	0.014	-0.01	-0.004
Si	16.335	8.132	17.6	-0.003	0.018	0.013
Si	13.586	10.925	17.626	0.019	0.017	0.011
Si	16.301	-2.687	17.708	0.005	0.001	-0.005
Si	1.371	1.369	19.104	0.003	0.008	-0.039
Si	4.078	4.061	19.056	-0.007	0.001	-0.009
Si	1.343	6.687	18.916	-0.021	-0.009	-0.032
Si	4.066	9.561	18.934	0.025	0.015	-0.038
Si	1.355	12.291	19.049	0.018	-0.013	-0.016
Si	4.117	-1.313	19.044	0.01	0.011	-0.037
Si	6.841	1.359	19.172	-0.002	0.028	0.005
Si	9.543	4.067	19.141	-0.001	0.004	-0.032
Si	6.789	6.769	18.851	-0.002	-0.007	-0.041
Si	9.517	9.494	19.006	-0.001	0.009	-0.013
Si	6.793	12.196	19.09	-0.001	0.004	-0.024
Si	9.421	-1.388	19.11	-0.009	-0.035	0.005
Si	12.302	1.356	19.015	0.002	0.017	-0.01
Si	14.922	4.093	19.012	-0.006	0.007	-0.031
Si	12.221	6.809	19.046	0.003	-0.01	-0.005
Si	15.004	9.558	18.899	0.01	0.005	-0.043
Si	12.198	12.268	18.994	0.012	-0.02	-0.01
Si	14.991	-1.331	19.135	-0.001	0.014	-0.022
Si	16.364	0.013	20.545	0.023	0.001	0.062
Si	2.722	2.763	20.48	-0.017	-0.021	0.033
Si	16.297	5.41	20.371	0.003	-0.005	0.037
Si	2.715	8.099	20.129	-0.005	-0.003	0.033
Si	16.31	10.888	20.342	-0.011	0.007	0.055
Si	2.723	-2.641	20.382	-0.017	-0.001	0.07
Si	5.469	-0.01	20.508	-0.018	-0.016	0.042
Si	8.177	2.718	20.598	0.017	0.036	0.064
Si	5.53	5.424	20.282	0.02	-0.012	0.053
Si	8.071	8.12	20.23	-0.006	-0.006	0.056
Si	5.386	10.839	20.419	-0.015	0	0.035
Si	8.095	-2.801	20.556	-0.016	-0.004	0.042
Si	10.873	0.033	20.302	-0.001	0.021	0.038
Si	13.614	2.737	20.415	0.012	-0.002	0.059
Si	10.898	5.496	20.497	-0.025	0.005	0.055
Si	13.665	8.206	20.245	0.018	0.012	0.068
Si	10.917	10.808	20.35	0.008	-0.002	0.057
Si	13.501	-2.646	20.391	-0.024	0.005	0.039
Si	1.775	-1.013	21.813	-0.264	-0.136	-0.777
Si	3.971	1.266	21.803	0.17	0.21	-0.714
Si	1.053	3.853	21.764	0.197	0.107	-0.763
Si	4.292	6.997	21.433	-0.072	-0.075	-0.748
Si	1.177	9.19	21.459	0.005	0.226	-0.714
Si	4.18	12.416	21.683	-0.126	-0.177	-0.723
Si	6.434	-1.704	21.863	0.234	0.151	-0.767
Si	9.905	1.576	21.759	-0.375	-0.179	-0.7
Si	7.034	4.404	21.806	-0.136	-0.21	-0.775
Si	9.19	6.663	21.641	0.22	-0.036	-0.7
Si	6.512	9.163	21.627	0.086	0.243	-0.727
Si	9.802	12.333	21.706	-0.398	-0.278	-0.625
Si	11.858	-1.525	21.729	0.471	0.309	-0.65
Si	15.163	1.61	21.789	-0.108	-0.12	-0.681
Si	12.078	3.898	21.775	0.21	0.267	-0.703
Si	15.2	7.089	21.58	-0.112	-0.207	-0.702
Si	12.57	9.71	21.629	-0.163	-0.082	-0.697
Si	14.657	12.055	21.557	0.104	-0.006	-0.633
Si	12.363	-3.713	29.639	0.033	0.013	-0.012
Si	14.63	6.787	24.574	0.008	-0.086	-0.086
Si	4.206	-2.831	26.038	-0.07	0.031	-0.027
Si	16.505	11.025	31.383	0.083	-0.026	0.104
Si	2.805	2.502	28.427	0.022	-0.019	0.019
Si	2.278	10.894	23.679	0.093	0.044	-0.13
Si	6.816	9.479	24.598	-0.001	-0.026	-0.157
Si	7.821	7.954	26.855	0.002	-0.016	-0.027
Si	13.35	11.584	25.518	-0.156	-0.036	-0.139
Si	7.028	5.415	28.513	-0.024	-0.152	0.114
Si	1.115	6.508	25.839	-0.092	0.014	0.064
Si	10.757	8.345	23.802	0.069	0.042	-0.118
Si	10.998	0.13	24.129	-0.024	-0.04	-0.167
Si	9.015	-0.492	26.516	0.066	0.049	-0.138
Si	13.787	1.264	24.564	0.008	-0.048	-0.028
Si	13.462	8.695	26.548	0.042	-0.094	-0.084
Si	8.695	8.747	31.442	0.059	-0.102	0.045
Si	1.163	0.861	26.707	0.089	0.016	-0.088
Si	7.648	-4.027	29.08	0.019	-0.071	0.065
Si	11.161	2.304	30.808	-0.042	0.053	0.039
Si	5.132	3.187	24.036	0.008	-0.002	-0.143
Si	3.769	-2.03	31.267	0.049	0.066	0.176
Si	14.346	8.676	31.505	-0.002	0.02	0.138
Si	11.938	-1.246	30.954	-0.166	0.052	0.043
Si	8.057	12.059	25.965	0.062	0.024	0.093
Si	9.343	3.633	29.147	-0.038	0.008	-0.014
Si	0.484	3.631	27.055	0.098	-0.066	-0.002
Si	10.855	7.326	26.552	-0.011	-0.025	-0.202
Si	5.611	2.915	27.12	-0.004	0.01	-0.049
Si	1.252	8.592	28.214	0.009	0.031	0.019
Si	10.664	-1.646	28.498	-0.039	0.11	0.168
Si	15.917	12.541	24.16	-0.068	0.179	0.026
Si	3.311	-3.607	28.725	0.038	-0.065	0.046
Si	12.445	0.488	28.824	0.018	-0.004	0.043
Si	2.877	5.33	23.757	-0.035	-0.116	-0.136
Si	13.156	4.135	24.751	0.003	0.046	-0.136
Si	10.059	11.48	30.709	-0.075	0.058	0.134
Si	14.968	7.48	28.923	-0.024	-0.043	0.067
Si	11.48	4.368	27.227	0.063	-0.024	-0.022
Si	7.647	1.153	28.56	0.002	-0.023	0.032
Si	14.715	-0.023	27.209	-0.108	-0.048	-0.097
Si	10.417	11.256	24.566	0.104	0.026	-0.056
Si	1.445	-1.708	24.88	0.049	0.114	-0.009
Si	14.402	-3.154	27.678	0.048	0.057	0.098
Si	6.663	-1.298	30.445	-0.018	0.036	0.1
Si	6.812	9.373	29.272	0.088	0.004	0.082
Si	3.411	3.221	31.371	-0.056	0.098	0.089
Si	4.249	10.431	25.693	0.016	0.013	0.051
Si	6.788	-1.691	24.863	-0.055	-0.047	-0.114
Si	14.322	4.348	28.644	-0.049	0.166	-0.006
Si	14.024	3.188	31.515	0.03	0.088	0.099
Si	4.002	9.751	28.735	-0.087	0.074	0.003
Si	0.614	11.523	28.262	-0.104	-0.085	0.161
Si	5.618	5.509	31.259	0.018	0.001	0.169
Si	1.335	14.97	5.456	-0.012	-0.004	0.014
Si	4.075	1.358	5.455	-0.002	-0.008	0.006
Si	1.365	4.075	5.442	-0.002	-0.007	0.005
Si	4.099	6.81	5.423	0.005	-0.006	-0.001
Si	1.368	9.532	5.461	-0.003	-0.002	0.004
Si	4.094	12.234	5.452	0.003	0.006	0.003
Si	6.78	14.965	5.446	0.001	0.012	0.012
Si	9.529	1.368	5.435	-0.002	0.002	0.012
Si	6.797	4.1	5.456	-0.013	-0.003	0.007
Si	9.541	6.792	5.405	0.004	-0.002	0.003
Si	6.797	9.508	5.409	0.006	0	-0.001
Si	9.493	12.222	5.451	0.008	0.01	0.006
Si	12.251	14.965	5.497	-0.002	0.004	0.02
Si	14.977	1.36	5.432	-0.015	-0.017	0.001
Si	12.237	4.092	5.388	-0.001	0.005	-0.003
Si	14.937	6.789	5.455	0.004	0.002	0.007
Si	12.223	9.507	5.455	0.004	0.003	0.015
Si	14.972	12.239	5.439	-0.001	-0.01	0.003
Si	2.718	-0.006	6.811	0.008	-0.006	-0.001
Si	5.437	2.727	6.805	0.003	0.001	-0.002
Si	2.731	5.447	6.784	0.003	0.002	0
Si	5.451	8.159	6.794	-0.006	-0.005	-0.001
Si	2.73	10.883	6.818	-0.002	0.004	-0.003
Si	5.434	13.604	6.815	0.002	-0.005	0.003
Si	8.16	0.005	6.79	0	0	-0.002
Si	10.891	2.734	6.78	0.003	-0.005	-0.005
Si	8.173	5.455	6.792	-0.003	0	0.002
Si	10.872	8.144	6.805	0.008	-0.005	0.001
Si	8.14	10.862	6.802	0.004	0	0.003
Si	10.873	13.58	6.807	0.01	-0.002	0.007
Si	13.611	0.023	6.819	-0.01	-0.002	0.008
Si	16.327	2.717	6.804	-0.001	0.005	0
Si	13.583	5.425	6.799	0.009	0.003	-0.001
Si	16.313	8.16	6.797	-0.009	0.006	0.004
Si	13.6	10.878	6.793	-0.007	-0.002	0.005
Si	16.308	13.604	6.816	-0.007	0.015	-0.002
Si	1.363	1.36	8.168	-0.005	-0.006	-0.004
Si	4.08	4.09	8.159	0.003	0.001	-0.002
Si	1.362	6.798	8.149	-0.004	-0.004	-0.008
Si	4.088	9.513	8.163	-0.004	0.007	-0.004
Si	1.363	12.247	8.167	0.01	0.007	-0.005
Si	4.074	14.958	8.174	-0.004	-0.004	0.003
Si	6.801	1.361	8.155	-0.007	-0.007	-0.007
Si	9.524	4.082	8.148	0.006	0.003	-0.006
Si	6.809	6.805	8.159	0.005	0.01	0
Si	9.51	9.509	8.16	-0.007	-0.009	0.001
Si	6.797	12.236	8.164	0.001	0.002	-0.004
Si	9.519	14.961	8.153	0.009	0.007	-0.005
Si	12.242	1.381	8.161	0.023	0.01	0.003
Si	14.956	4.074	8.157	-0.015	-0.008	0.002
Si	12.236	6.791	8.164	-0.008	-0.001	0.003
Si	14.96	9.522	8.158	0.003	0.005	-0.001
Si	12.238	12.229	8.163	-0.01	-0.008	0
Si	14.952	14.964	8.175	-0.006	-0.009	-0.003
Si	16.32	0	9.527	0	-0.009	-0.002
Si	2.723	2.725	9.519	0.003	0.004	-0.002
Si	16.322	5.438	9.51	0.003	0.006	-0.002
Si	2.72	8.156	9.518	0.001	0.001	-0.002
Si	16.319	10.883	9.521	-0.004	0.001	-0.006
Si	2.716	13.601	9.531	-0.012	-0.002	0.002
Si	5.445	0.002	9.518	0.002	0.001	-0.002
Si	8.166	2.719	9.511	0.001	0	-0.005
Si	5.446	5.442	9.517	0.002	0	-0.002
Si	8.158	8.158	9.529	-0.001	0.002	0.001
Si	5.439	10.878	9.526	-0.006	0	0.001
Si	8.16	13.6	9.517	-0.001	-0.007	-0.004
Si	10.881	0.004	9.51	-0.002	0	-0.002
Si	13.602	2.724	9.529	-0.003	0.002	0.007
Si	10.878	5.433	9.522	0.005	0.003	0
Si	13.598	8.159	9.514	0	-0.004	0.001
Si	10.874	10.873	9.518	0.011	-0.005	-0.003
Si	13.59	13.6	9.525	-0.005	0.009	-0.001
Si	1.356	-1.36	10.886	0.009	0.002	0.002
Si	4.087	1.364	10.875	-0.005	-0.005	-0.001
Si	1.359	4.08	10.879	-0.009	-0.003	0.003
Si	4.082	6.798	10.88	-0.003	0.002	-0.003
Si	1.361	9.52	10.878	0	0.003	0
Si	4.079	12.241	10.882	-0.004	-0.001	-0.004
Si	6.803	-1.359	10.879	0	-0.001	-0.002
Si	9.521	1.358	10.875	0.002	0.001	0.002
Si	6.804	4.074	10.874	-0.003	0.01	0.002
Si	9.518	6.792	10.881	-0.002	0	0.001
Si	6.8	9.521	10.886	0.005	-0.005	-0.003
Si	9.52	12.243	10.879	0.006	-0.001	0.001
Si	12.233	-1.355	10.882	0.006	-0.006	0.005
Si	14.959	1.36	10.884	-0.006	0.001	0.001
Si	12.237	4.077	10.886	0.002	0.005	0.003
Si	14.961	6.799	10.869	-0.003	0.005	-0.004
Si	12.239	9.519	10.876	-0.006	-0.005	-0.002
Si	14.957	12.244	10.881	0.004	-0.003	-0.001
Si	2.726	0.001	12.228	-0.009	-0.001	-0.002
Si	5.449	2.713	12.24	-0.002	-0.001	0
Si	2.723	5.436	12.24	0.006	0.006	0.002
Si	5.444	8.155	12.243	-0.001	0.008	-0.001
Si	2.718	10.885	12.24	0.006	0.001	0.002
Si	5.437	13.607	12.236	-0.007	-0.007	0.001
Si	8.165	-0.003	12.241	0.002	-0.005	0.001
Si	10.879	2.711	12.244	0.001	0.003	0.004
Si	8.161	5.428	12.239	0.001	0	0.005
Si	10.878	8.158	12.23	0.006	-0.003	0
Si	8.158	10.886	12.24	-0.006	-0.001	0.007
Si	10.874	13.607	12.245	0.001	0.003	0
Si	13.595	0.005	12.244	0.007	0.002	0.001
Si	16.323	2.716	12.241	0.005	-0.004	0.007
Si	13.606	5.437	12.231	0.002	0.009	0.002
Si	16.314	8.161	12.234	-0.003	-0.008	-0.006
Si	13.593	10.886	12.237	-0.004	-0.002	-0.003
Si	16.313	13.605	12.248	-0.007	0	0.003
Si	1.372	1.351	13.591	0.014	-0.01	-0.004
Si	4.089	4.073	13.597	-0.008	-0.004	0.005
Si	1.347	6.793	13.59	-0.008	0.019	-0.001
Si	4.086	9.526	13.591	0.003	-0.011	0
Si	1.363	12.251	13.603	0.004	-0.009	0.007
Si	4.077	-1.352	13.597	-0.005	0.008	-0.002
Si	6.802	1.345	13.605	-0.002	-0.003	0.004
Si	9.511	4.061	13.603	0.003	0.009	0.003
Si	6.804	6.787	13.6	0.001	-0.003	0.001
Si	9.519	9.518	13.59	0.012	-0.005	0.004
Si	6.8	12.257	13.594	-0.01	0.009	0.004
Si	9.526	-1.349	13.616	0.001	-0.015	0.008
Si	12.238	1.358	13.615	-0.004	0	0.006
Si	14.954	4.069	13.598	0.002	0.002	0.004
Si	12.242	6.798	13.579	-0.005	0	-0.004
Si	14.957	9.53	13.592	-0.003	0.002	-0.001
Si	12.233	12.245	13.603	0.005	-0.002	0.002
Si	14.952	-1.35	13.606	-0.002	0.004	0.005
Si	16.331	0.002	14.958	0.001	0.007	-0.001
Si	2.738	2.698	14.95	-0.008	0.003	-0.002
Si	16.315	5.422	14.954	0.001	0.003	0
Si	2.714	8.162	14.926	0.006	0.002	-0.005
Si	16.315	10.896	14.954	-0.007	0.004	0.003
Si	2.716	13.624	14.965	0.002	0.001	-0.004
Si	5.437	-0.007	14.97	0.003	-0.008	0.001
Si	8.162	2.69	14.975	-0.004	-0.007	0
Si	5.459	5.414	14.965	-0.004	0.002	0.001
Si	8.169	8.15	14.949	-0.008	0.001	-0.001
Si	5.44	10.899	14.949	0.005	0.002	0.004
Si	8.149	13.619	14.964	-0.004	-0.003	-0.003
Si	10.885	0.008	14.994	0.004	-0.001	-0.003
Si	13.6	2.715	14.975	0.004	0.007	0
Si	10.89	5.428	14.93	0.006	-0.003	-0.003
Si	13.587	8.167	14.936	0.005	-0.003	0.002
Si	10.865	10.884	14.956	-0.003	0.003	-0.002
Si	13.579	13.621	14.964	0	0	0.003
O	2.746	10.374	25.123	-0.424	-0.197	0.391
O	8.593	3.12	32.991	0.106	0.117	-0.175
O	2.101	3.863	32.085	-0.232	0.008	-0.353
O	11.076	7.236	24.939	0.191	-0.412	-0.196
O	6.879	-1.152	23.335	0.166	0.33	0.22
O	12.683	4.347	23.217	0.192	0.431	0.151
O	5.912	0.435	33.104	-0.205	-0.16	-0.437
O	16.366	8.151	22.006	-0.105	-0.108	0.499
O	3.419	11.824	23	0.252	-0.122	0.235
O	9.68	7.642	22.842	-0.184	0.265	0.096
O	14.013	5.43	25.22	0.037	-0.039	0.621
O	2.634	8.923	29.006	-0.022	-0.061	0.379
O	11.499	5.91	32.966	0.015	-0.082	-0.398
O	13.626	10.882	22.116	-0.063	0.067	0.438
O	1.503	10.421	32.117	0.297	0.137	-0.159
O	14.632	8.181	27.516	0.431	-0.053	-0.143
O	6.007	11.248	33.06	-0.005	-0.05	-0.367
O	5.353	8.081	22.039	0.121	-0.055	0.338
O	3.259	8.565	32.89	-0.029	0.036	-0.264
O	7.272	9.193	27.737	-0.135	0.476	-0.238
O	16.794	5.714	33.059	-0.149	-0.103	-0.306
O	4.078	2.129	32.335	0.083	-0.023	-0.35
O	3.952	11.303	29.226	0.327	-0.03	0.508
O	3.918	4.219	24.275	-0.179	-0.024	0.604
O	11.508	11.103	33.22	-0.013	0.085	-0.343
O	14.435	0.953	23.103	-0.153	-0.514	-0.012
O	11.864	-0.965	23.274	0.152	-0.328	0.187
O	7.562	-3.989	27.47	-0.055	0.082	-0.191
O	14.136	-2.307	33.097	0.034	0.137	-0.407
O	2.854	0.15	22.219	-0.163	-0.06	0.254
O	7.775	8.396	30.154	0.088	-0.402	-0.273
O	9.825	0.79	23.202	-0.566	0.062	0.279
O	6.319	3.89	23.18	0.25	-0.191	0.149
O	12.603	2.434	31.494	-0.156	-0.247	0.527
O	16.232	0.346	27.58	0.15	-0.202	0.674
O	13.025	9.191	32.262	-0.348	0.002	-0.345
O	6.84	4.884	32.121	0.024	0.193	-0.137
O	14.445	0.227	25.625	0.12	-0.425	-0.383
O	3.57	6.245	22.653	0.193	0.124	0.046
O	0.636	0.413	32.913	-0.175	0.2	-0.297
O	12.006	11.605	24.608	0.143	0.183	-0.276
O	2.428	6.323	24.932	0.539	0.511	-0.054
O	12.461	-2.765	30.943	0.431	-0.176	0.365
O	7.588	-0.667	25.803	-0.384	0.277	-0.06
O	10.205	9.647	24.588	-0.438	-0.152	0.225
O	8.32	2.388	29.365	-0.303	-0.027	0.299
O	8.803	0.783	27.48	0.264	0.299	-0.049
O	10.98	5.889	27.227	-0.154	0.119	0.532
O	11.981	-0.737	32.473	-0.173	0.195	0.027
O	15.289	3.604	27.593	-0.206	-0.169	-0.113
O	13.395	-3.424	26.446	-0.346	0.453	0.033
O	5.302	-2.839	22.226	-0.095	-0.227	0.113
O	11.474	-3.026	28.471	-0.002	-0.486	-0.475
O	10.932	2.792	22.106	-0.159	-0.049	0.361
O	13.833	-3.864	29.031	0.249	-0.438	0.114
O	6.303	1.62	27.792	-0.139	-0.207	-0.157
O	12.012	8.86	22.914	0.305	-0.428	0.061
O	14.503	6.63	22.975	-0.625	-0.328	0.218
O	9.849	-3.831	31.983	-0.078	0.435	-0.445
O	12.985	-0.337	30.111	0.653	0.229	0.394
O	13.724	0.997	28.005	0.052	0.667	0.157
O	6.956	-2.709	29.702	-0.397	-0.252	-0.179
O	9.675	11.927	25.84	0.349	0.216	0.575
O	6.95	10.943	29.648	-0.346	0.222	0.304
O	9.639	9.982	31.066	0.246	-0.094	0.137
O	3.09	2.427	30.008	0.09	-0.484	0.076
O	10.265	1.488	31.886	0.102	-0.569	-0.307
O	15.968	-3.983	32.154	0.281	0.295	-0.421
O	15.798	-3.938	27.524	0.257	0.175	-0.435
O	2.681	-1.155	32.103	-0.068	0.182	-0.207
O	14.097	2.822	24.889	0.403	0.263	0.474
O	15.14	2.227	32.167	0.116	0.123	-0.495
O	14.51	3.608	30.057	0.396	-0.358	-0.24
O	1.549	3.509	28.272	0.009	0.524	0.634
O	14.768	5.893	28.801	-0.055	0.097	0.236
O	13.383	10.289	26.465	-0.199	0.014	0.475
O	16.272	2.736	22.257	-0.114	0.053	0.488
O	2.401	1.074	27.74	0.34	-0.596	0.1
O	15.305	-3.313	22.731	0.262	0.669	-0.018
O	7.462	10.695	25.396	0.081	-0.114	0.272
O	4.086	3.05	27.619	0.051	0.119	-0.279
O	1.44	-1.636	23.267	-0.159	-0.423	0.025
O	12.166	1.153	24.588	-0.215	0.336	0.143
O	7.219	-0.068	29.542	-0.177	0.091	-0.178
O	13.991	8.107	30.043	-0.347	-0.052	-0.089
O	9.608	7.545	32.029	0.101	-0.14	-0.209
O	7.415	-1.289	31.896	0.326	-0.052	-0.284
O	4.696	11.984	25.706	0.183	0.143	-0.312
O	13.787	8.066	25.093	-0.299	0.41	-0.407
O	10.847	-2.77	21.87	-0.062	-0.083	0.009
O	6.399	4.215	27.641	0.073	0.163	-0.358
O	1.488	7.57	26.989	0.134	-0.126	0.023
O	16.17	7.018	24.984	0.093	0.184	-0.048
O	1.446	-0.232	25.55	-0.002	0.283	-0.347
O	11.872	3.949	25.719	-0.312	-0.408	-0.314
O	2.742	-2.508	25.417	-0.118	-0.121	0.181
O	4.441	4.424	31.111	-0.181	0.128	-0.378
O	4.603	1.907	23.176	0.332	-0.042	0.157
O	5.242	9.006	29.46	-0.167	-0.374	0.197
O	0.773	2.332	26.096	-0.2	0.032	-0.388
O	8.469	4.984	29.109	0.216	0.485	0.077
O	9.659	11.766	23.226	-0.528	-0.003	0.356
O	7.222	9.573	23.037	0.538	0.286	0.18
O	1.587	4.579	23.124	-0.371	-0.07	0.373
O	12.782	4.223	28.18	-0.061	-0.173	0.36
O	10.525	-1.226	30.097	-0.593	-0.009	0.241
O	5.062	6.819	32.043	0.04	0.204	-0.298
O	0.659	10.012	27.683	-0.289	-0.13	-0.398
O	10.375	3.67	30.412	-0.091	0.452	0.163
O	3.008	-2.678	30.002	-0.329	0.078	-0.104
O	12.036	8.243	27.141	-0.153	0.236	0.615
O	5.265	-1.797	25.396	-0.277	0.261	0.096
O	16.517	7.88	29.232	0.354	-0.1	0.694
O	6.099	5.858	29.762	-0.243	0.25	0.028
O	0.898	11.67	23.838	-0.059	0.056	0.249
O	4.275	9.762	27.145	0.037	-0.454	-0.038
O	14.759	11.587	24.738	0.202	-0.451	-0.099
O	10.198	-0.425	25.417	0.033	-0.342	0.23
O	8.146	5.537	22.239	0.131	0.076	0.299
O	0.499	11.45	29.872	-0.165	0.088	0.035
O	7.54	-3.106	24.969	0.208	-0.26	-0.13
O	9.19	-4.143	29.539	0.241	0.211	-0.456
O	9.425	7.94	26.93	0.172	0.265	0.115
O	16.377	-2.548	25.129	-0.23	0.148	0.542
O	4.193	-2.749	27.664	0.287	0.298	0.383
O	11.581	11.305	30.154	0.276	-0.482	-0.189
O	11.412	1.582	29.387	-0.156	0.151	-0.521
O	0.732	5.039	26.358	-0.021	-0.093	0.028
O	11.604	-0.487	27.847	-0.138	0.023	-0.439
O	14.521	-1.545	27.727	0.012	-0.031	0.113
O	1.971	-4	27.92	0.054	0.309	-0.315
O	13.712	4.506	32.394	0.144	0.489	-0.082
O	7.65	9.207	32.559	0	-0.299	0.04
O	5.209	9.592	24.714	-0.23	-0.323	-0.13
O	7.34	8.123	25.315	0.045	-0.405	-0.147
O	2.053	9.61	22.753	0.459	-0.198	0.089
O	5.054	-1.187	30.727	-0.038	0.472	0.031
O	10.226	3.514	27.784	-0.09	-0.284	-0.403
O	15.356	9.915	31.413	0.02	0.153	0.148
O	7.194	6.617	27.472	-0.335	-0.066	-0.277
O	4.29	-3.249	32.197	-0.259	-0.295	-0.178
O	9.35	-1.71	27.568	-0.16	-0.538	0.07
O	5.667	2.769	25.502	0.496	-0.439	0.135
O	15.034	7.461	32.296	0.103	-0.271	-0.24

Results
total energy: -101655.592 eV
total energy less fixed offsets of O -438.35, Si -107.03 eV per atom: -2.392 eV
